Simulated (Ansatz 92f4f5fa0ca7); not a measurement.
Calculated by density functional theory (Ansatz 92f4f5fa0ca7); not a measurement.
Periodic cell of 223 atoms, Si132O90As1, from a study of silicon, its oxide and their interface. The atomic structure is a simulated model.
Doubt: the cutoff is far below the 930 eV that the study's wrapper takes by default for these files, so forces and energies are approximate.
This geometry differs little from another in the collection (a relaxation step or a small displacement).

Settings
functional: PBE
potential files: Ansatz PAW
basis: plane waves
wave-function cutoff: 580 eV
density cutoff ratio: 5
exchange-correlation grid ratio: 1
k mesh: 1 x 1 x 1, Gamma-centred
self-consistency stop: 5e-08 eV per atom in the density residual
occupations: fixed
spin: none
net charge: +1 e, with a uniform compensating background and no finite-size correction

Cell vectors (angstrom)
a 10.938 0 0
b 0 10.938 0
c 0 0 32.1988

Atoms: element, x, y, z (angstrom)
Si 10.5907 0.2247 24.8435
Si 5.732 10.6809 24.7216
Si 2.4773 2.9148 24.6139
Si 8.4175 2.4636 24.8114
Si 0.2674 5.1704 24.7361
Si 5.1449 5.7412 24.6656
Si 2.928 8.0102 24.5773
Si 7.9364 8.4391 24.7001
Si 1.3322 1.3816 26.0201
Si 6.8399 1.3037 26.1122
Si 4.0401 4.1011 25.9753
Si 9.6069 4.0588 26.0745
Si 1.3969 6.824 25.9894
Si 6.7641 6.8514 25.9981
Si 4.0991 9.5362 25.9856
Si 9.4601 9.5705 26.1272
Si 2.7302 -0.0059 27.3315
Si 8.1757 -0.0128 27.544
Si 0.0138 2.7177 27.4789
Si 5.436 2.7386 27.3517
Si 2.7253 5.4633 27.4201
Si 8.165 5.4619 27.3294
Si 0.0004 8.1981 27.3482
Si 5.4308 8.1824 27.4291
Si 4.079 1.3639 28.7376
Si 9.5805 1.3601 28.8383
Si 1.3697 4.1018 28.8033
Si 6.8242 4.0949 28.7354
Si 4.0921 6.8155 28.7981
Si 9.5917 6.783 28.7003
Si 1.3702 9.5678 28.7305
Si 6.7514 9.5833 28.8081
Si 0.0296 -0.0171 30.151
Si 5.4173 0.0181 30.1792
Si 2.7379 2.7232 30.1533
Si 8.19 2.7474 30.1416
Si -0.0142 5.4574 30.1558
Si 5.4724 5.4464 30.1404
Si 2.7213 8.2089 30.1282
As 8.2026 8.1772 30.1608
Si 1.3795 1.3567 31.5403
Si 6.8216 1.3848 31.5042
Si 4.1104 4.0854 31.5263
Si 9.561 4.0938 31.5244
Si 1.357 6.8439 31.4895
Si 6.8065 6.7786 31.5869
Si 4.0668 9.57 31.5303
Si 9.6149 9.5897 31.5708
Si 2.7347 -0.0028 0.7285
Si 8.1781 0.016 0.6762
Si -0.0025 2.7288 0.6971
Si 5.479 2.731 0.7062
Si 2.7331 5.4871 0.6556
Si 8.2316 5.4441 0.7338
Si 0.0191 8.1688 0.7093
Si 5.4566 8.2252 0.7052
Si 4.1305 1.3622 2.0801
Si 9.5657 1.3505 2.0601
Si 1.376 4.1309 2.0291
Si 6.8437 4.0782 2.0893
Si 4.0995 6.8224 2.0595
Si 9.5883 6.8301 2.0888
Si 1.3781 9.5465 2.0779
Si 6.8298 9.5995 2.0653
Si -0.0117 -0.0336 3.4059
Si 5.4888 0.0125 3.4921
Si 2.77 2.7862 3.3758
Si 8.1953 2.6921 3.4647
Si 0.0318 5.4669 3.4538
Si 5.4766 5.4659 3.4234
Si 2.7675 8.2021 3.4605
Si 8.2055 8.2267 3.4
Si 1.3889 1.3925 4.632
Si 6.8457 1.3498 4.9288
Si 4.1528 4.086 4.8153
Si 9.5811 4.0752 4.7781
Si 1.4195 6.8271 4.8378
Si 6.8202 6.8868 4.7423
Si 4.1325 9.5765 4.8646
Si 9.5537 9.5532 4.8056
Si 2.7447 0.1204 6.0634
Si 8.2046 -0.0591 6.2819
Si 0.0297 2.6631 6.0529
Si 5.4725 2.7272 6.3049
Si 2.8173 5.4752 6.1984
Si 8.1766 5.4776 6.047
Si 0.0143 8.186 6.1636
Si 5.5253 8.2219 6.2443
Si 3.8333 1.574 7.6242
Si 9.8412 1.1374 7.4743
Si 1.6233 3.7966 7.326
Si 6.6566 4.4161 7.4955
Si 4.4094 6.632 7.5678
Si 9.3673 6.9479 7.4201
Si 1.1459 9.9198 7.3039
Si 7.152 9.2333 7.6891
O 8.3105 8.0956 7.8972
O 2.7156 2.7402 7.9673
O 9.5248 1.3577 24.2671
O 4.0414 6.862 24.1199
O 0.0283 0.0171 7.9677
O 5.533 5.5098 8.041
O 6.8419 9.5711 24.1817
O 1.362 4.0601 24.1645
O 3.867 7.3818 8.948
O 0.7832 4.3773 8.5933
O 9.808 6.1903 8.817
O 2.1351 9.379 8.4877
O 7.5215 3.926 8.8037
O 4.2692 0.919 9.0751
O 6.7291 9.5588 9.2324
O 9.2124 1.8543 8.8099
O 7.6902 3.1451 23.5201
O 10.4865 5.8477 23.4402
O 5.0787 0.4472 23.4032
O 5.8558 5.0899 23.3444
O 3.0957 2.2109 23.2567
O 2.2957 8.7274 23.2223
O 8.6236 7.7628 23.3746
O 0.2218 10.323 23.5804
Si 4.3819 1.5704 22.4448
Si 3.4888 7.9301 14.0295
Si 7.1149 0.9561 14.6644
Si 0.9436 9.3568 22.4996
Si 1.1835 4.3097 11.8863
Si 6.2665 8.9632 15.3139
Si 0.6773 1.3709 12.2949
Si 8.6295 4.9469 20.4926
Si 0.3254 5.7197 9.3692
Si 5.1028 3.1241 17.9391
Si 0.8873 3.747 16.7417
Si 10.4061 2.8486 19.2175
Si 5.2823 1.1842 10.3603
Si 0.8848 0.1796 19.831
Si 6.6453 9.4604 10.8791
Si 9.3369 9.6752 18.32
Si 9.3905 9.247 12.5725
Si 6.5662 3.8423 22.5661
Si 2.4423 8.067 9.3855
Si 10.5884 7.3672 17.073
Si 2.5098 6.2915 16.5747
Si 10.1759 4.4934 14.1906
Si 6.1396 9.1817 18.5084
Si 7.9693 2.5707 9.5925
Si 8.88 2.1446 12.4598
Si 5.335 6.2445 18.0621
Si 3.9232 0.5526 19.45
Si 4.2786 3.8419 12.0541
Si 5.5412 6.6011 12.1405
Si 8.0121 2.5041 17.2133
Si 4.3588 2.4798 14.9668
Si 1.5381 1.2138 15.2559
Si 1.5676 9.4174 12.0479
Si 8.0501 6.8526 13.8656
Si 10.3805 9.8375 15.4856
Si 9.8088 7.0136 22.5273
Si 8.1044 5.4843 17.3958
O 6.0451 7.962 11.293
O 6.019 9.2055 16.8924
O 7.6768 1.3641 13.1937
O 0.8958 1.7508 13.8634
O 9.4226 6.259 16.8761
O 6.757 6.2038 13.1393
O 5.1305 4.6602 18.6088
O 9.2315 2.1611 18.2681
O 2.3662 0.0929 19.0691
O 9.4096 10.2333 16.7634
O 2.7903 4.436 11.7124
O 5.0651 10.3208 19.0989
O 9.4253 3.2405 13.5005
O 0.4614 1.7672 19.9495
O 3.1518 1.3635 15.0638
O 8.1623 5.3713 19.0124
O 3.8904 6.5999 17.3881
O 4.5768 3.2825 16.3853
O 9.0629 5.6693 14.3103
O 5.444 2.7594 22.1233
O 10.6737 4.1524 15.6866
O 0.3452 3.8728 18.2784
O 10.4245 10.514 19.216
O 9.6415 10.0276 14.0271
O 10.9155 8.1152 22.078
O 1.1884 2.1618 16.5287
O 9.7368 3.749 20.4128
O 8.1309 4.0314 16.6719
O -0.0423 9.1038 11.9067
O 6.5866 2.4186 18.0075
O 5.5828 10.7195 11.201
O 7.7488 9.5907 18.8408
O 10.028 1.0269 12.0604
O 1.3189 6.9551 9.0475
O 0.6239 4.7671 13.3517
O 5.7063 7.6218 18.9777
O 5.2384 5.0853 11.5187
O 2.7112 6.9869 15.1141
O 0.9091 2.7485 11.463
O 0.8595 10.6865 15.545
O 2.3981 8.5864 10.9119
O 4.697 2.4318 11.2729
O 4.2537 3.5116 13.6804
O 2.2048 4.6815 16.4809
O 10.7034 8.2505 15.6953
O 6.9277 10.289 14.6633
O 2.3431 8.9567 13.4241
O 8.0308 1.5188 15.9067
O 4.1237 6.9948 12.8525
O 4.1779 2.0103 18.7228
O 7.2974 4.4161 21.256
O 8.4077 2.9301 11.1106
O 1.176 6.8592 17.3549
O 5.6505 1.5726 14.758
O 8.1297 9.7615 11.5897
O 9.204 6.2856 21.2215
O 8.9547 7.7168 12.8503
O 1.6518 0.1224 11.8764
O 6.639 6.1472 17.0567
O 7.3995 7.8019 15.0397
O 1.2166 10.3025 21.219
O 10.0329 8.1991 18.3543
O 3.946 0.8411 21.0718
O 0.3483 5.3431 10.932
O 6.6939 1.5754 9.6364
O 4.7786 8.7035 14.6783

Results
free energy: -139961.461 eV
free energy less fixed offsets of As -4856.12, O -568.88, Si -635.61 eV per atom: -5.621 eV

Forces (eV/angstrom), in the order of the atoms: element, x, y, z
Si -0.0247 0.0397 0.0946
Si 0.0049 -0.0204 0.0696
Si -0.0345 0.0219 0.13
Si 0.0462 -0.0161 0.0897
Si 0.0255 -0.0309 0.0828
Si -0.0152 0.032 0.1095
Si 0.0237 -0.0174 0.0866
Si -0.0104 0.0015 0.1115
Si -0.0126 0.0231 -0.0217
Si 0.0083 -0.0067 -0.0361
Si -0.0171 0.004 -0.0331
Si 0.0242 -0.0241 -0.0226
Si 0.0082 -0.0235 -0.0374
Si 0.0012 0.0257 -0.0394
Si 0.0141 -0.0065 -0.0346
Si -0.0192 -0.0046 -0.0437
Si -0.0321 0.0031 0.0344
Si 0.0394 0.0042 -0.0481
Si -0.0189 -0.0388 -0.0831
Si -0.0038 0.0373 0.0392
Si 0.0259 -0.0032 -0.0331
Si -0.0211 0.0162 0.0387
Si -0.0126 0.0219 0.0504
Si 0.0187 -0.0165 -0.0374
Si -0.0018 -0.0079 -0.0351
Si -0.0047 0.0206 0.0695
Si -0.001 0.0341 0.0442
Si 0.0118 -0.0119 -0.0245
Si -0.0237 0.0072 0.0437
Si 0.017 -0.0254 -0.0345
Si 0.0241 -0.0204 -0.0267
Si -0.0609 -0.002 0.0557
Si -0.0202 -0.0019 -0.0158
Si 0.0183 -0.0155 -0.0003
Si 0.0016 0.0003 -0.0051
Si 0.0027 -0.0001 -0.0093
Si -0.0107 0.0068 -0.006
Si 0.0054 0.0045 -0.0127
Si -0.0079 -0.0017 -0.0089
As 0.0118 -0.0012 -0.005
Si -0.0162 -0.0006 0.0047
Si 0.0159 0.0108 -0.0104
Si 0.003 0.018 -0.0003
Si -0.005 -0.0179 -0.0133
Si 0.0273 0.0061 -0.0126
Si -0.0276 -0.0071 0.0049
Si -0.0126 -0.013 -0.0114
Si 0.0077 0.0239 0.0046
Si 0.0263 -0.0007 -0.0037
Si -0.0059 -0.0101 0.0056
Si 0.0022 0.0195 0.0003
Si -0.0001 -0.0197 -0.0068
Si -0.0241 0.0016 0.0059
Si 0.0084 -0.0013 -0.0012
Si -0.0025 -0.0079 -0.0065
Si 0.0084 0.0014 0.0054
Si -0.0205 0.0013 0.0122
Si -0.0084 0.0023 -0.0167
Si 0.0182 -0.0149 0.016
Si -0.0017 0.0261 -0.0076
Si 0.0019 0.0066 -0.0162
Si -0.0145 0.0066 0.0206
Si -0.0246 0.0118 -0.0059
Si 0.0185 -0.0169 0.0157
Si -0.0304 -0.0518 -0.0419
Si 0.025 -0.0007 0.0216
Si 0.0337 0.0684 -0.0784
Si -0.0156 -0.0413 0.0349
Si 0.021 0.0065 0.0034
Si -0.0074 -0.0103 -0.0177
Si 0.0293 -0.0005 0.0389
Si -0.0075 0.0233 -0.0524
Si 0.0074 -0.0055 0.0753
Si -0.0008 0.0067 -0.0337
Si -0.0193 -0.0217 0.0463
Si 0.0004 0.0193 -0.0196
Si -0.0198 -0.0062 -0.0098
Si 0.0219 0.0064 0.027
Si -0.0096 -0.0089 -0.049
Si 0.0003 -0.006 0.0488
Si -0.0265 0.0009 0.0521
Si 0.0177 -0.0137 0.0339
Si 0.0087 -0.0105 0.0343
Si -0.0024 0.0255 0.037
Si 0.013 -0.0132 0.0228
Si -0.0165 0.0129 0.0445
Si -0.0027 0.0179 0.0218
Si 0.0069 -0.0134 0.0528
Si 0.0013 0.0274 -0.1355
Si 0.0004 -0.0446 -0.0868
Si 0.0382 0.0133 -0.0669
Si -0.0258 -0.0165 -0.0997
Si 0.0037 -0.0321 -0.0936
Si -0.012 0.0434 -0.0949
Si -0.0206 -0.0156 -0.0787
Si 0.0377 -0.0033 -0.1818
O -0.0133 -0.0102 0.0229
O -0.023 0.004 0.0042
O -0.0134 -0.0097 -0.0197
O -0.0021 -0.001 -0.01
O 0.0064 0.0173 0.0059
O -0.0009 0.0136 0.0046
O 0.0024 0.0083 -0.0036
O -0.0004 0.0137 -0.0215
O -0.0401 0.0401 0.0433
O -0.024 0.0287 0.0339
O 0.0415 -0.0386 0.0363
O 0.0321 -0.0365 0.0441
O 0.0422 -0.0448 0.0536
O 0.039 -0.021 0.0951
O -0.0224 0.0042 0.1316
O -0.0432 0.0436 0.0489
O -0.0471 0.0396 -0.0496
O -0.0369 0.0469 -0.0517
O -0.035 0.0421 -0.0529
O 0.0362 -0.0501 -0.049
O 0.0559 -0.0454 -0.0672
O -0.0496 0.0353 -0.045
O 0.048 -0.041 -0.0583
O 0.0319 -0.047 -0.0483
Si -0.0011 0.0078 0.0394
Si -0.0011 -0.0006 0.0074
Si 0.0046 0.006 0.0041
Si 0.0021 -0.0173 0.0319
Si -0.0064 0.0076 0.0322
Si -0.0096 -0.0028 0.0065
Si 0.0053 -0.0012 0.0391
Si -0.0064 0.0115 -0.0163
Si -0.0232 0.0022 -0.0069
Si -0.0046 -0.0069 -0.0312
Si -0.0057 0.0013 -0.0065
Si -0.0006 0.0046 -0.0233
Si -0.0114 -0.014 -0.0063
Si 0.0227 -0.0132 -0.0266
Si -0.0131 0.0218 -0.0191
Si 0.0053 0.0093 -0.028
Si -0.0065 0.0025 0.0285
Si -0.0061 -0.0013 0.019
Si 0.0195 0.0041 -0.0177
Si 0.0053 -0.0041 -0.0203
Si 0.0043 0.0012 -0.0206
Si 0.0042 -0.009 0.0084
Si -0.0099 0.0087 -0.0404
Si 0.0094 0.0212 -0.0205
Si -0.0084 0.0096 0.0158
Si 0.0024 -0.0011 -0.0381
Si -0.0096 0.005 -0.0099
Si 0.0067 -0.0087 0.0356
Si 0.0023 0.0059 0.0448
Si 0.0029 -0.0021 -0.0176
Si 0.0018 0.0093 -0.0048
Si -0.002 0.0036 -0.0017
Si 0.0182 -0.0095 0.0265
Si -0.0041 -0.0015 0.013
Si 0.0017 0.0032 -0.0073
Si -0.0063 0.0062 0.023
Si 0.0021 -0.0042 -0.0063
O -0.0051 -0.0262 -0.0131
O 0.0007 0.0007 0.0077
O -0.0072 -0.0069 -0.003
O 0.0061 -0.0021 0.003
O 0.0037 0.0037 0.0079
O 0.013 0.0011 -0.0137
O 0.0007 0.0046 0.0226
O -0.011 -0.0022 0.0118
O -0.0005 -0.0005 0.0126
O -0.001 -0.0019 0.0065
O -0.0001 -0.0028 -0.0285
O 0.0106 -0.0118 0.0177
O 0.0051 0.0087 -0.0107
O -0.005 0.0005 0.0265
O -0.0004 -0.0011 -0.0034
O -0.006 0.005 -0.0074
O 0.0002 -0.0001 0.0161
O 0.0015 0.002 0.0057
O -0.0004 0.0019 -0.0096
O 0.0002 -0.0025 0.0176
O 0.0027 0.0021 0.0053
O 0.0058 0.0034 0.0089
O -0.0143 -0.0062 0.0143
O 0.0028 0.0034 0.0022
O 0.0073 0.0078 0.0196
O 0.0014 0.0017 0.0035
O 0.0085 -0.013 0.0156
O -0.0018 0.0001 0.0005
O -0.0112 0.0022 -0.0255
O 0.0022 0.0024 0.0164
O -0.0003 -0.0111 -0.011
O 0.0046 -0.0009 0.025
O 0.0041 -0.0022 -0.0254
O -0.0029 -0.0061 -0.0184
O -0.0076 0.0022 -0.0062
O -0.0005 -0.0041 0.0302
O 0.0016 0.0063 -0.0292
O -0.0019 -0.0034 0.0059
O -0.0013 -0.0063 -0.0251
O -0.0008 -0.0012 0.001
O -0.0149 0.0212 0.023
O -0.0115 0.0322 -0.0057
O 0.0001 -0.0107 0.0046
O 0.0019 -0.0003 0.004
O -0.0005 -0.0008 -0.0004
O -0.0002 -0.0033 -0.0084
O 0.0065 -0.0039 -0.0068
O 0.0006 0.0016 0.0055
O -0.0076 0.0071 -0.014
O 0.0073 0.0105 0.0106
O 0.0306 0.0159 -0.0126
O 0.0175 -0.0036 0.0248
O -0.0035 0.0021 0.0151
O 0.0019 -0.0039 -0.0043
O 0.0297 -0.006 -0.0056
O -0.0192 -0.0291 -0.0111
O -0.0008 -0.0056 -0.0167
O -0.0066 0.0059 -0.0263
O -0.0007 -0.0009 0.006
O -0.001 0.0037 -0.0012
O -0.0014 0.0377 -0.0259
O -0.0005 -0.0028 0.0147
O -0.0116 -0.027 -0.0322
O 0.0104 -0.0218 0.0184
O -0.0113 -0.0053 -0.0163
O 0.0078 0.0012 -0.0041

The program warned: the cutoff lies below the one the program advises for these potential files; the exchange-correlation potential is rough where the density is thin.
